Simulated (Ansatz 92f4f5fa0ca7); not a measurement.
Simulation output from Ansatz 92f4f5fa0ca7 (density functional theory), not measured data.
Periodic cell of 434 atoms, Si262O172, from a study of silicon, its oxide and their interface. The atomic structure is a simulated model.
Doubt: the cutoff is far below the 930 eV that the study's wrapper takes by default for these files, so forces and energies are approximate.
This geometry differs little from another in the collection (a relaxation step or a small displacement).

Settings
functional: PBE
potential files: Ansatz PAW
basis: plane waves
wave-function cutoff: 430 eV
density cutoff ratio: 5
exchange-correlation grid ratio: 1
k mesh: 1 x 1 x 1, Gamma-centred
self-consistency stop: 5e-08 eV per atom in the density residual
occupations: fixed
spin: none
net charge: 0

Cell vectors (angstrom)
a	15.4687	0	0
b	0	15.4687	0
c	0	0	31.0016

Atoms: element, x, y, z (angstrom)
Si	15.2365	0.0416	23.4389
Si	4.2373	-0.021	23.446
Si	7.4487	-0.0213	23.4706
Si	12.0955	-0.0004	23.6811
Si	15.1259	3.8358	23.49
Si	4.183	3.8432	23.4838
Si	7.3201	3.8077	23.6158
Si	11.9815	3.7623	23.5725
Si	15.0647	7.8349	23.5632
Si	4.2111	7.8401	23.6421
Si	7.3314	7.8113	23.6768
Si	11.9096	7.7541	23.5166
Si	0.2549	11.6528	23.3736
Si	3.4583	11.7085	23.4642
Si	8.0311	11.7587	23.466
Si	11.2206	11.4641	23.4966
Si	0.0195	1.939	24.8378
Si	3.907	1.9128	24.8034
Si	7.7033	1.8868	24.8768
Si	11.714	1.9065	24.9834
Si	-0.0342	5.8196	24.778
Si	3.8543	5.8056	24.8081
Si	7.6867	5.7987	24.8599
Si	11.61	5.7699	24.7918
Si	-0.0712	9.7641	24.8331
Si	3.8403	9.7855	24.8657
Si	7.6506	9.7972	24.8446
Si	11.519	9.6222	24.91
Si	0.0356	13.5603	24.7665
Si	3.8564	13.5735	24.8452
Si	7.7804	13.5894	24.8902
Si	11.6632	13.4451	24.7978
Si	1.9657	1.93	26.1824
Si	5.7917	1.9111	26.2477
Si	9.6802	1.9268	26.2082
Si	13.6218	1.935	26.2967
Si	1.9084	5.8017	26.172
Si	5.7655	5.7924	26.2359
Si	9.6652	5.7957	26.1798
Si	13.5272	5.7983	26.2083
Si	1.8867	9.6719	26.2035
Si	5.7586	9.729	26.2409
Si	9.584	9.6564	26.2328
Si	13.4889	9.7049	26.2302
Si	1.9282	13.5622	26.2087
Si	5.8083	13.5141	26.2116
Si	9.7321	13.5573	26.2121
Si	13.5793	13.5012	26.1889
Si	1.9336	0	27.5834
Si	5.8008	0	27.5834
Si	9.6679	0	27.5834
Si	13.5351	0	27.5834
Si	1.9336	3.8672	27.5834
Si	5.8008	3.8672	27.5834
Si	9.6679	3.8672	27.5834
Si	13.5351	3.8672	27.5834
Si	1.9336	7.7343	27.5834
Si	5.8008	7.7343	27.5834
Si	9.6679	7.7343	27.5834
Si	13.5351	7.7343	27.5834
Si	1.9336	11.6015	27.5834
Si	5.8008	11.6015	27.5834
Si	9.6679	11.6015	27.5834
Si	13.5351	11.6015	27.5834
Si	0	0	28.9506
Si	3.8672	0	28.9506
Si	7.7343	0	28.9506
Si	11.6015	0	28.9506
Si	0	3.8672	28.9506
Si	3.8672	3.8672	28.9506
Si	7.7343	3.8672	28.9506
Si	11.6015	3.8672	28.9506
Si	0	7.7343	28.9506
Si	3.8672	7.7343	28.9506
Si	7.7343	7.7343	28.9506
Si	11.6015	7.7343	28.9506
Si	0	11.6015	28.9506
Si	3.8672	11.6015	28.9506
Si	7.7343	11.6015	28.9506
Si	11.6015	11.6015	28.9506
Si	0	1.9336	30.3179
Si	3.8672	1.9336	30.3179
Si	7.7343	1.9336	30.3179
Si	11.6015	1.9336	30.3179
Si	0	5.8008	30.3179
Si	3.8672	5.8008	30.3179
Si	7.7343	5.8008	30.3179
Si	11.6015	5.8008	30.3179
Si	0	9.6679	30.3179
Si	3.8672	9.6679	30.3179
Si	7.7343	9.6679	30.3179
Si	11.6015	9.6679	30.3179
Si	0	13.5351	30.3179
Si	3.8672	13.5351	30.3179
Si	7.7343	13.5351	30.3179
Si	11.6015	13.5351	30.3179
Si	1.9336	1.9336	0.6835
Si	5.8008	1.9336	0.6835
Si	9.6679	1.9336	0.6835
Si	13.5351	1.9336	0.6835
Si	1.9336	5.8008	0.6835
Si	5.8008	5.8008	0.6835
Si	9.6679	5.8008	0.6835
Si	13.5351	5.8008	0.6835
Si	1.9336	9.6679	0.6835
Si	5.8008	9.6679	0.6835
Si	9.6679	9.6679	0.6835
Si	13.5351	9.6679	0.6835
Si	1.9336	13.5351	0.6835
Si	5.8008	13.5351	0.6835
Si	9.6679	13.5351	0.6835
Si	13.5351	13.5351	0.6835
Si	1.9336	0	2.0507
Si	5.8008	0	2.0507
Si	9.6679	0	2.0507
Si	13.5351	0	2.0507
Si	1.9336	3.8672	2.0507
Si	5.8008	3.8672	2.0507
Si	9.6679	3.8672	2.0507
Si	13.5351	3.8672	2.0507
Si	1.9336	7.7343	2.0507
Si	5.8008	7.7343	2.0507
Si	9.6679	7.7343	2.0507
Si	13.5351	7.7343	2.0507
Si	1.9336	11.6015	2.0507
Si	5.8008	11.6015	2.0507
Si	9.6679	11.6015	2.0507
Si	13.5351	11.6015	2.0507
Si	0	0	3.418
Si	3.8672	0	3.418
Si	7.7343	0	3.418
Si	11.6015	0	3.418
Si	0	3.8672	3.418
Si	3.8672	3.8672	3.418
Si	7.7343	3.8672	3.418
Si	11.6015	3.8672	3.418
Si	0	7.7343	3.418
Si	3.8672	7.7343	3.418
Si	7.7343	7.7343	3.418
Si	11.6015	7.7343	3.418
Si	0	11.6015	3.418
Si	3.8672	11.6015	3.418
Si	7.7343	11.6015	3.418
Si	11.6015	11.6015	3.418
Si	-0.0115	1.9101	4.7241
Si	3.8835	1.9208	4.8034
Si	7.7754	1.9318	4.7529
Si	11.6094	1.9496	4.7682
Si	0.0687	5.7994	4.7493
Si	3.913	5.7908	4.7996
Si	7.779	5.7976	4.7481
Si	11.6389	5.8046	4.8048
Si	-0.0036	9.646	4.7721
Si	3.8846	9.6744	4.8274
Si	7.6897	9.6818	4.8026
Si	11.5913	9.6634	4.8366
Si	-0.0232	13.5384	4.776
Si	3.831	13.5432	4.8381
Si	7.6679	13.5442	4.7491
Si	11.5885	13.5137	4.7689
Si	1.8932	1.838	6.0955
Si	5.8629	1.9126	6.1312
Si	9.7076	2.006	6.1438
Si	13.5407	1.9141	6.0975
Si	1.9865	5.7729	6.166
Si	5.8766	5.783	6.1372
Si	9.6877	5.8314	6.1518
Si	13.6245	5.7559	6.1138
Si	1.9267	9.6411	6.1523
Si	5.787	9.6855	6.278
Si	9.6129	9.731	6.1835
Si	13.5606	9.5663	6.1939
Si	1.8724	13.5455	6.2118
Si	5.7749	13.5548	6.2127
Si	9.6186	13.5407	6.0495
Si	13.5026	13.4511	6.1424
Si	1.4712	0.0074	7.5699
Si	6.2675	0.0244	7.4991
Si	9.4529	0.0114	7.338
Si	13.7593	-0.0406	7.3737
Si	1.5803	3.7614	7.34
Si	6.2471	3.8269	7.4182
Si	9.4042	3.9278	7.5197
Si	13.915	3.826	7.4244
Si	1.7597	7.7082	7.5156
Si	6.1657	7.6775	7.5088
Si	9.3267	7.7691	7.4425
Si	14.0531	7.609	7.4844
Si	1.5195	11.5691	7.4428
Si	6.0565	11.6685	7.6136
Si	9.2296	11.7101	7.4648
Si	13.8274	11.5067	7.4792
O	0.0285	3.8268	7.9293
O	7.8101	3.8785	7.9845
O	0.1692	7.7109	7.9515
O	7.755	7.7217	7.9907
O	-0.1449	-0.0093	7.8529
O	7.8814	-0.0099	7.7923
O	5.8463	-0.0328	22.9874
O	13.625	0.0064	23.0159
O	13.5394	3.8183	22.998
O	5.7739	3.8661	23.0131
O	9.6295	11.602	22.986
O	1.8712	11.6235	22.9368
O	5.7764	7.7858	23.0979
O	13.4938	7.8023	23.0212
O	-0.057	11.5596	7.9867
O	7.6668	11.6664	8.0531
O	5.1281	11.8026	8.9991
O	10.2147	11.969	8.7585
O	10.2701	-0.0462	8.7583
O	5.3088	3.6474	8.7561
O	2.5082	11.5318	8.7527
O	2.6565	7.7209	8.9165
O	5.7274	0.0898	9.0598
O	12.8372	11.4358	8.7973
O	2.0427	15.5778	9.1251
O	12.9917	3.8574	8.7811
O	2.5851	3.4464	8.5939
O	13.2964	7.3355	8.9157
O	10.357	7.7518	8.728
O	5.2811	7.4944	8.8911
O	10.3289	4.0172	8.894
O	12.9031	-0.0236	8.7739
O	4.3943	11.9395	22.1248
O	0.6822	0.1097	22.047
O	3.271	3.6778	22.102
O	7.067	12.1538	22.1638
O	14.7741	11.7258	21.9928
O	11.0316	0.2198	22.4775
O	8.2943	3.5022	22.3244
O	8.3333	7.9694	22.3924
O	11.0064	3.545	22.2574
O	8.4239	15.3282	22.1228
O	10.9963	7.8743	22.1349
O	3.3185	15.3452	22.0626
O	0.543	8.0626	22.2231
O	3.2621	8.0854	22.3205
O	0.5727	3.6625	22.1145
O	12.2059	11.0968	22.2142
Si	12.4043	2.4175	14.6074
Si	14.4205	9.9857	12.0508
Si	10.09	1.1966	15.6823
Si	2.0788	0.9884	13.068
Si	2.3617	9.1253	16.2652
Si	12.0169	10.4036	14.1162
Si	9.791	10.7254	18.5581
Si	6.9035	7.7066	17.73
Si	5.7147	12.2733	21.2292
Si	13.3784	11.5003	21.1376
Si	1.9133	4.3259	21.4533
Si	11.6821	3.5335	9.6877
Si	3.2949	10.9968	12.7068
Si	4.5658	2.0861	11.9548
Si	2.1539	14.5784	10.4217
Si	6.9483	1.8486	18.4908
Si	5.6704	11.7471	14.2643
Si	1.938	7.4652	21.632
Si	11.6582	5.8325	17.1135
Si	10.5676	8.366	10.2275
Si	15.2593	13.0147	11.6709
Si	9.6194	4.1031	21.6073
Si	13.0024	8.3844	16.1473
Si	7.5047	13.3664	12.3483
Si	7.4116	2.6291	11.9895
Si	9.5674	7.2853	21.6056
Si	11.4498	11.4149	9.6632
Si	4.0898	3.6229	17.1602
Si	5.3359	8.7608	15.1767
Si	0.1033	8.2494	14.3077
Si	7.6513	0.5413	14.1132
Si	11.849	14.7594	17.2272
Si	15.3549	2.8762	13.7189
Si	9.78	7.8031	18.5641
Si	8.6884	5.2816	12.9203
Si	9.8936	15.3525	21.394
Si	5.1599	1.2248	15.85
Si	14.3554	0.884	18.0889
Si	6.3881	0.2238	10.5513
Si	9.8248	2.271	19.2584
Si	3.8695	3.868	9.4787
Si	11.8278	13.2258	14.7842
Si	5.4727	14.8528	19.2455
Si	9.0116	11.0094	13.2908
Si	6.7317	4.7169	17.8633
Si	13.3978	7.5739	10.5198
Si	11.5762	0.3701	9.6242
Si	6.6711	10.4788	18.9041
Si	1.483	4.6935	18.3128
Si	3.9348	7.0405	9.6975
Si	1.2378	12.5532	14.2456
Si	2.6126	14.8694	15.6706
Si	12.2588	13.7078	11.6626
Si	0.7665	2.444	16.6671
Si	11.287	13.051	19.7608
Si	3.0962	1.4872	18.7741
Si	1.1844	7.693	18.7181
Si	2.0094	0.0273	21.0859
Si	11.6744	4.7594	12.6548
Si	12.5595	3.098	17.7964
Si	4.9003	8.2992	12.3589
Si	3.6797	12.1132	9.7202
Si	9.2046	4.3083	15.8455
Si	9.1722	12.2989	15.9783
Si	14.4565	5.7829	12.7825
Si	7.9465	8.2557	12.0859
Si	6.4703	12.8301	16.9757
Si	0.573	11.5838	16.9946
Si	14.1679	9.6902	18.5844
Si	1.141	14.2696	18.5179
O	13.7596	2.3315	18.6408
O	12.5587	14.1915	15.8659
O	10.6418	0.3397	16.9557
O	0.8799	13.5451	10.5701
O	0.7688	1.9072	12.7446
O	8.4529	11.4539	14.7746
O	1.9447	14.7275	17.1599
O	7.0741	14.2343	10.997
O	5.3823	4.5804	16.9671
O	5.5352	13.7476	20.4796
O	11.8046	7.576	10.9872
O	6.241	7.9305	16.255
O	8.3125	9.5747	12.979
O	6.1311	0.9297	14.5738
O	2.7901	4.6209	17.2967
O	2.4444	13.4208	14.9337
O	9.2331	7.5716	20.0627
O	11.5566	15.0254	11.0259
O	8.5713	1.8115	18.3222
O	8.7212	0.4288	15.3107
O	11.9111	4.2791	11.1125
O	4.066	7.4242	11.272
O	7.7266	14.5335	13.451
O	10.5976	10.6944	13.3924
O	1.5543	8.5101	14.9849
O	15.0017	11.4043	11.5096
O	5.818	11.0604	20.1489
O	1.8097	11.2946	13.3418
O	7.3771	1.5764	10.6878
O	9.5867	5.693	21.8547
O	3.9237	9.1668	15.8737
O	4.146	11.8415	13.7739
O	13.6221	10.3501	19.9827
O	1.8992	4.219	19.8274
O	0.7703	12.7305	18.1493
O	10.0235	1.0598	20.3025
O	0.7522	3.0249	15.1279
O	11.5568	1.9457	9.9844
O	6.3949	12.3132	12.9091
O	6.3786	8.5537	11.6565
O	12.4651	11.7362	14.9457
O	1.9152	5.8759	21.9261
O	4.1415	-0.0639	15.8979
O	10.2695	5.5646	12.6733
O	5.7976	12.798	15.5002
O	6.0034	10.1866	14.6796
O	11.153	2.5604	18.3936
O	9.1031	8.2202	10.9308
O	8.1026	4.6007	17.0011
O	12.5842	4.7278	17.8945
O	12.6511	2.7915	16.1851
O	8.268	10.6856	19.1336
O	13.0242	8.9539	17.6811
O	15.1443	4.2985	12.9173
O	1.8707	0.3955	14.5877
O	9.6683	2.7552	15.893
O	11.9358	9.1603	15.1714
O	8.4911	4.7197	14.4394
O	5.1961	7.7386	13.8825
O	14.0854	9.0392	10.7688
O	3.7147	5.4444	9.7695
O	10.2584	13.2579	15.2512
O	13.8648	13.8034	11.4149
O	4.0364	0.1241	18.8854
O	2.1694	8.1342	17.5238
O	6.4939	0.656	19.5434
O	15.4826	9.2335	13.0204
O	9.8795	11.2877	17.0315
O	14.7489	10.8085	17.5652
O	2.2	1.3952	20.1537
O	10.5481	5.1901	16.1092
O	9.5352	3.6793	20.0454
O	12.8832	5.7026	13.2219
O	3.8084	2.9122	10.7787
O	4.2225	2.5843	15.8739
O	8.5259	7.7968	17.5183
O	13.056	10.1544	12.9086
O	3.4871	11.392	11.1515
O	3.4942	13.7023	10.0559
O	0.7741	6.1474	18.4093
O	11.6657	12.3603	10.9645
O	11.945	13.7273	13.2541
O	8.7818	12.2941	12.2402
O	5.8587	13.9998	17.9076
O	2.0785	7.7967	20.0635
O	15.3233	8.5927	18.9244
O	10.6504	11.5683	19.6342
O	8.0618	13.1602	16.7954
O	11.3056	13.6156	18.237
O	15.3455	6.723	13.7754
O	5.8614	2.9707	12.4164
O	8.1642	1.7493	13.1421
O	6.6929	3.4391	18.911
O	8.1578	4.0944	11.8771
O	14.474	8.5617	15.4706
O	12.6037	6.8099	16.2215
O	6.232	11.3347	17.5861
O	5.1143	0.5939	11.5216
O	2.0993	1.7965	17.4486
O	3.8236	9.4736	12.7123
O	0.3081	13.3857	13.1863
O	12.8006	12.872	20.4053
O	14.3378	6.4394	11.2684
O	11.615	3.5182	13.701
O	1.876	10.6073	16.7859
O	15.0953	1.2758	16.6832
O	7.9539	6.7435	12.754
O	10.8831	6.6685	18.2643
O	1.8994	14.2533	19.9899
O	6.3486	8.8925	18.7147
O	6.625	6.2494	18.4472
O	4.1205	2.749	18.5823
O	0.379	3.714	17.6263
O	11.3419	1.1607	14.5966
O	6.2239	1.4277	17.085
O	11.0393	9.9238	10.154
O	10.2749	13.9292	20.693
O	2.2543	15.3842	11.8401
O	3.4626	1.8646	13.1266
O	15.4219	15.3706	18.852
O	10.467	9.2601	18.5053
O	13.0397	-0.0112	18.0291
O	13.8864	2.1773	13.9604
O	0.247	12.1258	15.483

Results
free energy: -264117.491 eV
free energy less fixed offsets of O -462.48, Si -704.48 eV per atom: 2.829 eV

Forces (eV/angstrom), in the order of the atoms: element, x, y, z
Si	0.0218	0.0052	0.0686
Si	-0.028	0.011	0.0615
Si	0.0244	0.0112	0.0706
Si	-0.0203	-0.0203	0.0784
Si	0.0224	0.0128	0.0744
Si	-0.0294	0.018	0.0848
Si	0.0167	0.0186	0.0608
Si	-0.0233	0.0156	0.0789
Si	0.0195	-0.0199	0.0699
Si	-0.0165	-0.0153	0.0726
Si	0.0044	-0.0136	0.0591
Si	-0.0277	-0.0183	0.0809
Si	-0.0303	-0.0035	0.072
Si	0.034	-0.0017	0.0729
Si	-0.0258	-0.0134	0.0568
Si	0.0266	0.0105	0.0501
Si	-0.0049	-0.0017	0.0044
Si	0.0058	0.0008	0.004
Si	-0.0008	-0.0069	0.007
Si	-0.0008	-0.0024	-0.0017
Si	-0.0038	0.0027	0.0097
Si	0.0058	-0.0013	0.0066
Si	-0.002	0.0019	0.013
Si	0.006	0.003	0.0058
Si	-0.0064	0.0027	0.0033
Si	0.0029	-0.0015	-0.0003
Si	-0.002	0.0019	-0.0002
Si	0.0086	0.002	0.003
Si	-0.0007	-0.0053	0.0104
Si	0.0029	-0.0054	0.0085
Si	-0.0028	-0.0032	0.0101
Si	0.0087	0.0101	0.0114
Si	-0.002	0	-0.0014
Si	-0.0026	0.0057	-0.0065
Si	0.001	0.0018	0.0011
Si	0.0049	0.0017	-0.0046
Si	0.0033	-0.0006	-0.0011
Si	-0.0048	0.0023	-0.0091
Si	0.0013	-0.0002	0.0005
Si	-0.0022	-0.0008	-0.0077
Si	0.0046	0.0031	0.0034
Si	-0.0014	-0.0058	-0.0021
Si	0.0015	0.003	0.0014
Si	-0.0023	-0.0054	-0.0044
Si	-0.0016	-0.0021	-0.0046
Si	-0.0011	0.0059	-0.0001
Si	-0.0026	-0.0047	0.002
Si	-0.0004	0.0048	-0.0033
Si	-0.0517	0.1506	-0.0358
Si	-0.122	-0.2896	0.1298
Si	0.158	0.069	0.0748
Si	0.1306	-0.394	0.0863
Si	0.018	0.025	-0.3234
Si	-0.0711	-0.1014	0.1525
Si	-0.0026	0.027	-0.1884
Si	0.1849	0.2591	0.3044
Si	-0.0953	-0.0615	-0.2422
Si	-0.1046	0.165	-0.1055
Si	-0.1947	-0.1912	-0.0515
Si	0.013	0.0727	-0.1353
Si	-0.066	0.0891	-0.1632
Si	-0.0332	0.2639	0.4651
Si	0.0234	0.0858	-0.0903
Si	0.0562	0.1394	0.2705
Si	-0.0185	-0.0517	0.0164
Si	0.0209	-0.0558	0.0062
Si	-0.0134	-0.0569	-0.0269
Si	-0.0272	0.0267	-0.0032
Si	-0.0608	0.0599	0.0166
Si	0.032	0.001	-0.0065
Si	-0.0257	0.0105	-0.0212
Si	0.0102	-0.0281	-0.0228
Si	0.0154	-0.0053	-0.0093
Si	0.0316	0.0384	-0.0189
Si	0.0298	-0.0671	-0.0044
Si	0.0254	0.0392	-0.0297
Si	-0.0176	-0.0019	0.0036
Si	0.0544	0.0606	0.0004
Si	-0.0244	0.085	-0.0078
Si	0.0198	0.0695	-0.0139
Si	-0.0159	-0.0017	0.0019
Si	-0.0301	-0.0025	-0.0161
Si	0.0135	-0.0004	-0.0065
Si	0.0285	-0.0079	0.0031
Si	0.0496	-0.0026	0.0039
Si	-0.0206	-0.0145	-0.0123
Si	-0.033	0.0071	0.0055
Si	-0.0108	-0.0047	-0.0192
Si	0.0239	0.0099	-0.0002
Si	-0.0352	0.0081	-0.014
Si	0.0207	0.0102	-0.0092
Si	0.0071	0.017	-0.0085
Si	0.0325	0.0024	0.0159
Si	-0.0645	0.0017	0.007
Si	0.0108	-0.0224	0.016
Si	-0.0226	-0.0423	-0.0017
Si	0.0452	-0.0026	0.0007
Si	-0.0465	-0.0032	-0.0081
Si	0.0317	-0.0008	0.005
Si	-0.013	0.0041	0.0083
Si	0.0371	0.0248	0.0159
Si	-0.017	-0.0053	0.0032
Si	-0.0049	-0.0086	0
Si	-0.0179	-0.0101	0.001
Si	0.0468	-0.0163	0.0081
Si	-0.0457	0.0013	-0.0043
Si	0.0076	-0.0034	0.0012
Si	0.0069	-0.0024	0.0029
Si	0.0394	0.0002	0.0135
Si	-0.006	-0.0029	-0.0088
Si	0.0325	0.0444	-0.0028
Si	-0.0403	0.0218	-0.0101
Si	-0.0403	-0.025	0.0179
Si	0.0361	0.0299	0.0001
Si	-0.0294	-0.0841	0.0059
Si	0.0557	-0.0423	-0.02
Si	-0.0606	-0.0422	-0.01
Si	0.0114	-0.0274	0.004
Si	-0.0419	0.0157	-0.0125
Si	-0.0102	0.0423	-0.0024
Si	-0.0481	0.0256	0.0073
Si	0.0155	-0.0038	0.0083
Si	-0.0194	0.0451	0.0192
Si	0.0339	0.0083	0.0119
Si	-0.0283	-0.0242	0.0276
Si	0.0549	0.0283	-0.0063
Si	0.0007	-0.0516	0.0279
Si	0.0096	-0.0244	0.0013
Si	-0.1508	-0.2372	-0.4141
Si	0.0298	-0.0915	0.1966
Si	-0.0133	0.0379	-0.3153
Si	-0.0109	-0.0217	0.042
Si	0.1679	-0.0106	-0.2786
Si	0.0465	-0.0955	0.1534
Si	0.0597	-0.0433	-0.2785
Si	0.057	0.1837	-0.0347
Si	0.0628	-0.0248	-0.282
Si	0.1002	0.0593	0.2932
Si	-0.0397	0.1773	-0.0256
Si	-0.0343	0.0786	0.2336
Si	0.0326	-0.054	-0.0016
Si	0.0249	0.0653	0.3625
Si	-0.2182	-0.0601	-0.0987
Si	0.0726	-0.2781	0.0498
Si	-0.0023	0.0068	0.0104
Si	-0.0059	0.0013	0.0006
Si	0.0008	0.0043	0.0072
Si	-0.0011	0.0041	0.0066
Si	0.0041	-0.0031	0.0089
Si	-0.0031	-0.0038	0.0035
Si	0.0019	-0.0003	0.0122
Si	-0.0038	0.0007	0.0018
Si	0.0006	-0.0033	0.0052
Si	-0.0018	0.0004	0.0017
Si	0.0026	0.0002	0.0014
Si	0.0009	-0.0018	-0.0008
Si	0.003	-0.0053	0.0034
Si	-0.0027	-0.0014	0.001
Si	0.0006	-0.0059	0.0097
Si	0.0014	-0.0014	0.0026
Si	0.001	-0.0046	0.0012
Si	0.0032	-0.0037	-0.0034
Si	-0.0038	-0.0075	-0.0072
Si	0.0063	-0.0036	-0.0057
Si	-0.0071	0.0106	-0.0058
Si	0.007	0.01	-0.0055
Si	-0.0037	-0.0047	0.0004
Si	0.0007	-0.0017	-0.0023
Si	-0.004	-0.0127	0.0006
Si	0.0041	0.0021	0.0033
Si	-0.0016	-0.0002	-0.0099
Si	0.0028	0.0152	-0.0042
Si	-0.0033	0.0065	-0.0069
Si	0.0068	0.0001	-0.0012
Si	-0.0021	0.0064	0
Si	0.0033	-0.0014	0.0019
Si	0.0225	-0.0167	-0.0578
Si	-0.0079	-0.0016	-0.0506
Si	0.0301	0.0127	-0.0721
Si	-0.0347	0.0118	-0.0642
Si	0.0232	0.0151	-0.0561
Si	-0.0255	0.0083	-0.0634
Si	0.0299	-0.0025	-0.0765
Si	-0.0225	-0.011	-0.0666
Si	0.023	-0.0132	-0.085
Si	-0.0331	-0.0082	-0.0758
Si	0.0111	0.0086	-0.0475
Si	-0.0026	0.0009	-0.0371
Si	0.019	0.014	-0.0445
Si	-0.0337	0.0015	-0.0859
Si	0.0244	-0.017	-0.0489
Si	-0.0278	-0.0038	-0.0791
O	0.0102	0.0025	0.0648
O	0.0214	0.0059	0.0672
O	0.0778	0.018	0.0289
O	0.0188	0.0067	0.0726
O	-0.0369	-0.0095	-0.0002
O	0.0513	0.001	-0.0107
O	0.0137	0.018	-0.0566
O	0.0253	-0.0064	-0.0783
O	0.0051	0.0112	-0.069
O	-0.0063	0.0037	-0.0653
O	-0.0107	0.0011	-0.0826
O	-0.0253	-0.0079	-0.0728
O	0.0118	-0.0106	-0.0637
O	0.0033	-0.0109	-0.0695
O	-0.0062	0.0081	0.0776
O	-0.0202	-0.0044	0.0768
O	0.0396	0.0029	0.0754
O	-0.0339	0.0892	-0.0037
O	-0.0364	-0.0303	0.0579
O	0.0264	-0.0498	-0.0038
O	-0.0326	-0.017	-0.0053
O	-0.0406	0.0493	0.0762
O	-0.0786	0.0052	0.0434
O	0.0423	-0.0222	0.027
O	0.0154	0.1007	0.0632
O	0.0324	0.0199	0.0139
O	-0.0418	-0.0833	-0.0465
O	-0.049	-0.0767	-0.0303
O	0.0487	-0.0372	-0.0541
O	0.0378	-0.0137	0.0522
O	-0.0267	0.0502	0.0525
O	0.0399	-0.0246	0.048
O	-0.0394	0.0166	-0.0154
O	-0.0419	0.0088	-0.0729
O	0.0327	-0.0866	-0.0576
O	0.0589	0.0521	0.004
O	0.0388	0.0344	-0.0551
O	0.058	0.0594	0.0658
O	-0.0451	-0.095	0.021
O	-0.0369	0.0706	0.0305
O	0.0226	-0.0998	-0.0336
O	-0.0365	-0.0306	-0.0651
O	0.0237	0.0816	-0.074
O	0.0374	-0.0227	-0.0529
O	-0.031	0.1007	-0.0374
O	0.0293	0.093	0.0073
O	-0.0233	-0.0941	-0.0566
O	-0.0451	-0.1015	0.0374
Si	0.0028	0.0443	0.0245
Si	-0.0348	-0.0072	0.0521
Si	0.0138	0.0372	-0.024
Si	0.0104	-0.0261	-0.0045
Si	-0.0537	0.0141	0.0066
Si	0.0144	0.0257	-0.0052
Si	-0.0692	0.0187	-0.0352
Si	0.024	0.0241	0.0009
Si	0.0196	-0.0075	-0.0012
Si	-0.0179	0.009	0.0124
Si	-0.0096	0.0619	0.0049
Si	-0.0027	-0.0273	-0.0341
Si	0.0369	0.02	-0.0046
Si	0.0532	-0.0149	-0.0591
Si	-0.0257	-0.0246	0.0082
Si	-0.0291	0.0069	-0.0307
Si	0.0096	-0.0182	0.003
Si	-0.0172	-0.056	0.0101
Si	-0.0459	-0.0033	-0.0049
Si	-0.0058	0.0306	-0.0145
Si	0.0032	-0.0256	0.0299
Si	0.0094	0.0198	0.0231
Si	0.0309	0.0176	-0.0203
Si	-0.0259	0.0223	0.0459
Si	-0.0411	-0.0449	0.0165
Si	0.0151	-0.0369	0.0139
Si	0.0047	-0.014	-0.0385
Si	0.0013	-0.0414	0.0468
Si	-0.0212	0.0435	0.002
Si	-0.0644	0.0218	0.0001
Si	-0.0158	0.0205	-0.0298
Si	0.0032	0.0069	-0.0157
Si	-0.0296	0.012	0.058
Si	-0.0256	0.0039	-0.0007
Si	0.0343	-0.0256	0.0166
Si	0.0109	-0.0018	0.0074
Si	0.0076	0.0203	0.0379
Si	0.0084	-0.0018	-0.0486
Si	0.0127	0.0366	0.0291
Si	-0.0017	-0.0027	0.0439
Si	0.022	0.0303	-0.0373
Si	-0.0353	-0.054	0.0058
Si	-0.0014	0.0006	-0.0239
Si	0.0109	0.0044	0.0218
Si	0.0051	-0.0319	-0.0352
Si	0.0073	0.0256	0.0146
Si	0.0196	0.0102	-0.0729
Si	0.0571	0.0383	-0.0331
Si	0.0346	-0.0053	0.0208
Si	0.0215	-0.0215	-0.0571
Si	0.0234	0.0041	0.0026
Si	-0.0194	0.0078	-0.0023
Si	0.0332	-0.0414	-0.0259
Si	-0.0013	-0.0132	0.0264
Si	0.0071	0.0177	-0.0141
Si	0.0113	0.0065	-0.0091
Si	-0.0165	0.0175	-0.0006
Si	0.0076	0.0044	0.0069
Si	0.0163	-0.043	-0.0019
Si	-0.0338	-0.023	-0.0393
Si	0.0222	0.0477	-0.0067
Si	-0.0391	0.0051	-0.0049
Si	0.011	-0.0147	0.0018
Si	0.0047	-0.0293	-0.0022
Si	-0.037	0.0162	0.0016
Si	0.0352	0.0113	0.0014
Si	0.0249	-0.0457	0.031
Si	0.0287	-0.0196	-0.0028
Si	0.0571	0.0125	-0.0246
Si	-0.0087	0.019	-0.0524
O	0.0335	0.2217	0.1094
O	0.1063	0.0263	-0.0188
O	-0.0141	0.0657	0.1421
O	-0.0285	-0.0402	-0.0691
O	-0.0119	0.0023	-0.1022
O	-0.1264	-0.0661	-0.0031
O	0.0559	0.0398	0.0044
O	-0.0327	-0.022	-0.1247
O	0.0038	0.0563	-0.0934
O	0.0082	-0.0139	0.063
O	-0.0375	-0.0482	0.1116
O	0.0122	-0.05	-0.0269
O	-0.0517	0.0345	0.0883
O	-0.0113	-0.0202	-0.0753
O	-0.0029	0.0824	-0.0592
O	0.1173	-0.1097	-0.0376
O	-0.065	0.0109	0.0126
O	-0.0595	0.0303	0.0678
O	0.0944	-0.0708	-0.1499
O	-0.0345	-0.0521	0.0776
O	0.0316	0.0303	0.0073
O	-0.0732	-0.0514	0.0094
O	0.0537	-0.0273	0.076
O	0.0213	-0.0002	-0.0434
O	0.0749	-0.0208	-0.046
O	0.029	-0.0226	-0.0157
O	-0.0482	-0.0471	0.0077
O	-0.0596	-0.1493	-0.0089
O	0.0703	-0.0133	-0.1694
O	-0.0117	0.0017	0.0081
O	0.0092	0.0184	0.0068
O	-0.0827	0.0572	0.0248
O	-0.0234	-0.0309	0.0029
O	0.0279	-0.0958	0.0004
O	-0.0163	-0.0527	0.059
O	0.0413	0.0154	-0.0041
O	0.0251	0.0871	-0.0865
O	0.0003	-0.0245	0.0361
O	-0.0488	-0.0209	-0.0082
O	0.0097	0.0376	-0.1007
O	0.0578	0.0171	0.0778
O	0.0049	0.0233	0.0266
O	0.0289	-0.0735	-0.0007
O	0.0198	0.0666	-0.0006
O	-0.0598	0.0672	-0.0622
O	0.1577	0.0096	-0.0063
O	-0.0366	-0.0848	-0.0733
O	0.0126	-0.0201	-0.053
O	0.0038	0.0304	0.0231
O	0.0723	0.0617	0.0684
O	0.0389	-0.0299	0.0246
O	0.0234	-0.0199	0.0293
O	-0.1713	-0.0092	0.0542
O	0.0376	-0.0366	-0.0438
O	-0.0791	0.0822	0.022
O	-0.0486	0.0085	0.0825
O	-0.0791	-0.0195	0.003
O	-0.0393	-0.0111	-0.0014
O	0.0085	-0.1363	0.0827
O	0.0074	0.0358	-0.0779
O	-0.0195	0.0101	0.0423
O	-0.0824	0.0311	-0.0269
O	0.0076	0.0659	-0.0269
O	-0.0917	-0.159	-0.0187
O	0.0514	-0.0443	0.0052
O	0.0845	-0.0284	0.1272
O	0.107	0.0694	-0.0161
O	0.0692	-0.0182	-0.0129
O	-0.0158	0.0404	-0.0213
O	-0.0748	0.2026	0.0562
O	0.0159	0.02	-0.0376
O	-0.0371	0.0775	-0.0295
O	-0.0358	0.067	0.1054
O	-0.0425	0.0012	0.0032
O	-0.1368	-0.0134	-0.0974
O	0.0327	0.0172	-0.067
O	-0.0419	-0.0012	-0.0095
O	0.0051	-0.0082	0.0332
O	0.0816	0.0399	0.0004
O	-0.073	-0.0357	-0.0141
O	-0.0332	-0.0079	0.0568
O	-0.0041	0.035	0.0393
O	0.1374	0.0197	-0.0651
O	-0.0034	0.0027	-0.06
O	0.0627	0.0144	0.0032
O	0.0162	-0.0294	0.0277
O	-0.0075	-0.0888	0.052
O	0.0381	0.0683	0.0313
O	-0.0096	-0.0334	-0.0335
O	0.0365	-0.0409	0.0198
O	-0.0332	0.0607	0.0955
O	0.0867	0.0406	0.034
O	-0.1088	0.0138	0.1227
O	0.0378	0.0565	-0.0551
O	-0.0034	0.0149	-0.0012
O	0.0373	-0.0494	-0.0461
O	-0.0517	-0.0192	-0.0342
O	-0.1087	-0.1062	0.0447
O	0.0305	-0.0269	-0.0398
O	-0.1503	0.0238	0.0378
O	-0.0415	0.1114	0.0349
O	0.0684	0.1146	-0.0519
O	0.0797	-0.008	-0.1023
O	-0.0754	-0.0083	-0.0254
O	0.0635	0.0279	0.0217
O	-0.0658	-0.0364	-0.1262
O	-0.0608	-0.0478	0.0742
O	0.0152	0.0056	0.043
O	0.1246	-0.1149	0.0721
O	-0.0325	-0.0268	0.0512
O	-0.0269	0.0484	0.1172
O	0.1811	0.0458	0.1128
O	-0.2098	0.0089	0.0705
O	0.0044	-0.141	-0.1385
O	0.0628	0.0427	0.0256
O	0.0072	0.0197	0.05
O	-0.0443	-0.0642	0.0057
O	0.0344	-0.0093	-0.0175
O	0.0262	0.071	0.1084
O	-0.0023	-0.0439	0.0957
O	0.1508	0.0006	-0.0041
O	-0.0054	0.0206	0.0059
O	0.0373	-0.0706	-0.0423
O	-0.1497	0.0195	-0.0141

The program warned: the cutoff lies below the one the program advises for these potential files; the forces do not sum to zero within the program's tolerance; the exchange-correlation potential is rough where the density is thin.
